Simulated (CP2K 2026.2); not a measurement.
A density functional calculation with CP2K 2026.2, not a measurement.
Periodic cell of 654 atoms, Si398O256, from a study of silicon, its oxide and their interface. The atomic structure is a simulated model.
Doubt: the forces sum to 2.25 eV/angstrom along one axis rather than to zero, so they err by at least 0.0034 eV/angstrom per atom on average; the grid cutoff is modest.

Settings: functional PBE; method Gaussian and plane waves; basis set DZVP-MOLOPT-SR-GTH; pseudopotentials GTH-PBE; grid cutoff 350 Ry, relative cutoff 50 Ry; k points Gamma only; occupations fixed; spin none; net charge 0.

Cell vectors (angstrom)
a 16.4025 0 0
b 0 16.4025 0
c 0 0 42.5038

Atoms: element, x, y, z (angstrom)
Si 0.156 16.125 0.206
Si 3.047 2.22 0.007
Si 16.292 5.703 42.472
Si 2.517 8.169 42.453
Si 0.447 10.617 42.235
Si 2.455 13.971 0.211
Si 5.376 0.101 0.085
Si 7.998 2.705 0.008
Si 5.872 5.096 42.192
Si 7.971 8.635 0.171
Si 5.727 10.669 0.375
Si 8.72 13.244 0.106
Si 11.58 0.291 42.239
Si 13.53 3.051 0.24
Si 11.204 5.168 42.453
Si 13.043 8.866 42.469
Si 10.859 11.03 0.409
Si 13.724 13.631 42.409
Si 1.402 1.31 1.446
Si 4.136 4.073 1.122
Si 1.258 6.911 1.456
Si 4.118 9.331 1.412
Si 1.344 12.207 1.339
Si 4.128 15.033 1.485
Si 6.879 1.283 1.474
Si 9.588 4.035 1.283
Si 6.859 6.774 1.207
Si 9.496 9.618 1.656
Si 7.004 12.283 1.521
Si 9.903 15.092 1.135
Si 12.312 1.524 1.574
Si 15.179 4.187 1.414
Si 12.208 6.968 1.233
Si 15.002 9.678 1.173
Si 12.417 12.364 1.502
Si 14.92 15.04 1.474
Si 0.068 2.76 2.76
Si 2.753 16.387 2.848
Si 16.288 8.288 2.73
Si 2.727 5.434 2.616
Si 16.344 13.596 2.761
Si 2.774 10.865 2.713
Si 5.465 2.741 2.708
Si 8.359 16.306 2.653
Si 5.485 8.016 2.743
Si 8.231 5.466 2.645
Si 5.542 13.651 2.772
Si 8.204 10.961 2.996
Si 10.861 2.793 2.827
Si 13.672 0.075 2.845
Si 10.892 8.154 2.799
Si 13.68 5.592 2.669
Si 11.05 13.783 2.774
Si 13.765 10.96 2.766
Si 1.423 4.115 4.096
Si 4.123 1.4 4.156
Si 1.342 9.58 4.104
Si 4.068 6.729 4.094
Si 1.344 14.982 4.135
Si 4.123 12.27 4.092
Si 6.852 4.114 4.071
Si 9.549 1.339 4.134
Si 6.781 9.487 4.154
Si 9.533 6.787 4.139
Si 6.922 15.041 4.093
Si 9.651 12.391 4.174
Si 12.314 4.185 4.088
Si 15.09 1.418 4.142
Si 12.32 9.571 4.092
Si 14.995 6.897 4.132
Si 12.346 15.1 4.222
Si 15.051 12.281 4.218
Si 16.4 0.014 10.949
Si 2.713 2.748 10.97
Si 16.384 5.479 10.976
Si 2.703 8.195 10.968
Si 16.385 10.917 10.967
Si 2.725 13.655 10.952
Si 5.454 0.004 10.969
Si 8.193 2.75 10.972
Si 5.441 5.467 10.966
Si 8.16 8.185 10.955
Si 5.438 10.91 10.947
Si 8.18 13.658 10.959
Si 10.931 0.021 10.964
Si 13.657 2.766 10.952
Si 10.914 5.48 10.959
Si 13.649 8.191 10.98
Si 10.914 10.928 10.97
Si 13.667 13.681 10.963
Si 1.335 1.388 12.332
Si 4.067 4.125 12.347
Si 1.333 6.851 12.353
Si 4.064 9.559 12.332
Si 1.359 12.278 12.317
Si 4.077 15.032 12.318
Si 6.817 1.389 12.33
Si 9.547 4.129 12.338
Si 6.794 6.828 12.343
Si 9.53 9.547 12.317
Si 6.803 12.271 12.306
Si 9.559 15.037 12.307
Si 12.288 1.412 12.32
Si 15.001 4.129 12.341
Si 12.272 6.829 12.345
Si 15.022 9.551 12.347
Si 12.295 12.303 12.318
Si 15.038 15.051 12.322
Si 16.359 2.758 13.697
Si 2.713 0.012 13.676
Si 16.372 8.197 13.755
Si 2.701 5.501 13.722
Si 0.003 13.656 13.67
Si 2.678 10.895 13.714
Si 5.448 2.763 13.7
Si 8.199 0.012 13.662
Si 5.409 8.185 13.706
Si 8.16 5.466 13.721
Si 5.422 13.624 13.659
Si 8.151 10.897 13.681
Si 10.94 2.793 13.702
Si 13.664 0.043 13.663
Si 10.874 8.174 13.696
Si 13.64 5.484 13.736
Si 10.922 13.668 13.674
Si 13.644 10.921 13.689
Si 1.304 4.143 15.051
Si 4.073 1.388 15.039
Si 1.34 9.544 15.154
Si 4.039 6.87 15.127
Si 1.357 15.03 15.036
Si 4.042 12.274 15.048
Si 6.776 4.136 15.112
Si 9.564 1.408 15.016
Si 6.787 9.524 15.064
Si 9.511 6.826 15.099
Si 6.822 15 14.963
Si 9.541 12.27 15.008
Si 12.279 4.144 15.138
Si 14.982 1.414 15.074
Si 12.238 9.554 15.028
Si 14.982 6.848 15.129
Si 12.298 15.073 15
Si 15.057 12.269 15.03
Si 16.369 0.002 16.366
Si 2.708 2.808 16.367
Si 16.349 5.457 16.489
Si 2.675 8.174 16.598
Si 16.352 10.919 16.506
Si 2.706 13.658 16.427
Si 5.439 16.331 16.306
Si 8.168 2.717 16.409
Si 5.418 5.55 16.509
Si 8.09 8.133 16.481
Si 5.382 10.871 16.394
Si 8.194 13.664 16.329
Si 10.988 0.093 16.361
Si 13.651 2.774 16.532
Si 10.898 5.531 16.521
Si 13.573 8.243 16.452
Si 10.831 10.858 16.386
Si 13.686 13.683 16.302
Si 1.361 1.393 17.667
Si 3.993 4.2 17.799
Si 1.227 6.778 17.974
Si 4.107 9.57 17.955
Si 1.332 12.329 17.819
Si 4.144 14.996 17.746
Si 6.812 1.225 17.67
Si 9.497 4.101 17.827
Si 6.743 6.863 17.999
Si 9.44 9.504 17.826
Si 6.804 12.255 17.645
Si 9.597 15.096 17.608
Si 12.288 1.391 17.885
Si 15.008 4.148 17.93
Si 12.219 6.983 17.936
Si 14.902 9.575 17.87
Si 12.297 12.271 17.547
Si 15.016 15.017 17.747
Si 0.057 2.682 19.147
Si 2.74 0.021 18.963
Si 16.166 8.177 19.283
Si 2.646 5.459 19.435
Si 16.367 13.661 19.192
Si 2.684 11.029 19.236
Si 5.347 2.624 18.812
Si 8.262 16.323 19.087
Si 5.513 8.288 19.543
Si 8.073 5.381 19.27
Si 5.576 13.609 19.075
Si 8.062 10.914 19.077
Si 10.873 2.773 19.25
Si 13.658 16.345 19.185
Si 10.727 8.306 19.412
Si 13.63 5.609 19.252
Si 10.947 13.641 18.783
Si 13.498 11.04 19.117
Si 1.577 3.611 20.718
Si 3.93 1.54 20.347
Si 1.325 9.488 20.41
Si 3.667 7.299 20.719
Si 1.252 15.289 20.344
Si 4.419 12.121 20.49
Si 6.742 3.633 20.319
Si 9.253 1.553 20.509
Si 6.753 10.022 20.916
Si 9.615 6.515 20.683
Si 7.312 14.588 20.391
Si 9.491 12.409 20.094
Si 12.038 4.468 20.497
Si 15.401 1.032 20.439
Si 11.694 10.285 20.488
Si 14.767 6.933 20.928
Si 12.412 14.626 20.314
Si 14.704 12.557 20.523
Si 15.5 15.635 25.141
Si 0.207 5.165 22.995
Si 3.41 8.612 25.724
Si 15.911 10.681 22.776
Si 3.32 14.256 22.591
Si 7.071 2.068 24.117
Si 10.347 6.427 26.405
Si 3.151 6.298 23.602
Si 8.53 13.182 25.211
Si 8.2 10.286 23.91
Si 5.654 16.233 22.514
Si 10.899 14.807 25.04
Si 12.599 3.729 23.303
Si 14.2 6.006 28.072
Si 12.147 9.434 31.529
Si 6.908 14.933 27.008
Si 11.227 16.324 22.415
Si 1.613 13.927 25.132
Si 7.487 3.161 26.933
Si 14.413 4.814 25.356
Si 1.122 10.982 25.492
Si 3.604 8.493 28.948
Si 4.3 11.262 30.314
Si 13.973 1.147 23.022
Si 13.449 3.165 27.69
Si 13.286 9.033 22.84
Si 13.372 13.815 26.526
Si 13.09 10.614 29.148
Si 1.264 16.145 26.967
Si 16.363 14.582 31.857
Si 2.951 3.074 32.938
Si 9.283 9.223 30.233
Si 14.813 2.623 30.307
Si 5.86 13.556 29.472
Si 5.65 6.264 29.707
Si 5.457 4.367 22.985
Si 8.015 6.151 23.38
Si 9.611 3.503 23.997
Si 6.456 5.754 32.706
Si 6.573 13.648 34.525
Si 11.946 13.49 29.26
Si 10.804 8.81 24.775
Si 0.336 13.91 29.029
Si 15.896 5.585 30.269
Si 15.245 11.677 27.332
Si 10.995 8.781 27.734
Si 15.789 12.665 40.347
Si 1.665 12.308 31.108
Si 6.47 8.305 25.27
Si 1.759 7.303 31.185
Si 2.853 1.386 28.819
Si 6.537 15.316 31.861
Si 7.307 6.16 27.206
Si 0.869 9.843 32.471
Si 10.367 5.225 36.63
Si 5.876 0.999 28.14
Si 3.668 6.831 33.703
Si 6.629 1.664 30.773
Si 13.23 6.635 30.683
Si 11.322 13.811 32.299
Si 10.487 3.337 26.805
Si 15.172 13.968 34.431
Si 1.039 2.905 37.099
Si 4.121 3.651 30.208
Si 12.148 3.813 31.601
Si 4.294 12.53 40.715
Si 1.052 1.013 31.354
Si 5.892 3.4 34.237
Si 6.919 5.859 39.424
Si 7.221 11.368 30.89
Si 8.551 7.868 32.894
Si 9.629 14.307 27.544
Si 12.259 0.669 36.022
Si 8.97 12.148 33.363
Si 12.429 3.525 34.748
Si 1.619 4.868 35.013
Si 5.426 10.962 35.7
Si 3.096 9.567 34.522
Si 4.187 14.724 36.366
Si 9.388 2.478 31.729
Si 8.42 1.774 34.426
Si 7.429 8.592 35.524
Si 7.168 5.466 36.38
Si 9.561 1.263 37.259
Si 12.321 14.225 35.116
Si 16.361 11.336 34.892
Si 10.785 9.615 34.012
Si 11.662 8.131 36.603
Si 2.717 0.622 37.837
Si 15.217 4.416 35.849
Si 9.593 9.854 37.574
Si 9.307 16.069 32.461
Si 1.425 10.157 36.954
Si 9.535 1.208 40.181
Si 6.728 14.498 40.475
Si 14.206 16.056 38.138
Si 1.452 13.791 35.541
Si 9.875 5.61 39.541
Si 14.354 6.802 37.639
Si 10.752 12.808 37.566
Si 14.613 7.375 40.507
Si 0.473 7.903 38.705
Si 0.676 14.765 38.378
Si 2.111 5.903 40.294
Si 3.783 12.057 37.869
Si 8.608 8.201 39.722
Si 8.792 15.198 38.546
Si 14.313 0.801 40.925
Si 2.413 3.028 39.619
Si 13.094 13.391 39.43
O 1.365 15.116 42.184
O 15.792 0.215 41.321
O 2.16 2.534 41.141
O 2.97 4.593 39.756
O 1.528 6.683 38.966
O 14.952 6.438 41.807
O 1.6 9.444 41.9
O 2.895 7.036 41.232
O 0.365 13.79 39.662
O 0.163 11.273 40.717
O 3.095 13.441 41.304
O 1.331 12.278 34.892
O 4.244 1.168 41.978
O 6.176 15.799 41.307
O 10.924 1.278 41.053
O 8.396 1.84 41.154
O 0.878 5.278 41.201
O 6.833 3.763 42.047
O 8.855 8.27 41.327
O 6.828 9.705 42.062
O 4.779 11.417 41.773
O 9.79 12.028 42.049
O 7.959 13.763 41.244
O 15.202 13.082 41.835
O 14.154 0.768 39.317
O 14.198 2.344 41.412
O 12.46 4.137 42.134
O 10.724 5.465 40.9
O 13.48 8.437 40.939
O 11.845 9.994 42.029
O 12.78 13.709 41.014
O 11.02 9.071 37.778
O 0.726 3.865 22.135
O 15.757 4.828 24.382
O 4.954 0.877 21.464
O 2.779 2.501 21.101
O 0.554 9.911 21.799
O 2.318 9.839 25.437
O 3.903 7.04 22.357
O 2.518 8.473 20.904
O 2.583 13.657 23.886
O 2.175 14.933 21.658
O 5.456 11.018 21.174
O 3.969 12.998 21.807
O 5.454 3.901 21.403
O 7.895 2.514 20.842
O 10.975 3.64 23.125
O 10.002 0.854 21.848
O 7.515 10.013 22.435
O 8.17 11.879 24.325
O 8.861 6.82 22.151
O 7.233 14.167 25.574
O 6.718 15.255 21.771
O 6.525 0.607 23.666
O 8.463 13.464 20.939
O 10.541 11.432 20.981
O 10.896 5.535 21.086
O 13.035 4.003 21.757
O 14.97 1.72 21.883
O 0.108 16.313 20.967
O 12.447 10.062 21.925
O 7.376 9.656 25.19
O 15.724 6.081 21.969
O 13.66 7.722 21.908
O 11.314 14.965 21.522
O 11.154 16.043 24.028
O 15.3 11.958 21.958
O 13.566 13.665 21.053
O 0.792 15.254 28.245
O 2.208 15.136 26.066
O 10.641 3.323 31.118
O 14.745 0.036 23.944
O 3.047 7.21 24.961
O 3.372 8.39 27.336
O 14.703 9.708 23.301
O 0.41 11.135 24.043
O 0.018 0.253 26.028
O 4.442 15.32 23.109
O 5.828 3.093 23.919
O 8.94 5.012 24.175
O 6.39 7.382 26.621
O 6.964 6.034 28.777
O 4.094 4.941 23.71
O 8.271 15.104 27.902
O 4.932 8.906 25.136
O 8.448 2.552 23.352
O 7.515 2.143 25.671
O 14.352 6.097 26.419
O 12.702 0.567 22.187
O 13.108 4.897 24.345
O 10.734 9.5 26.273
O 9.721 9.645 23.87
O 12.315 8.772 24.138
O 14.067 12.325 26.371
O 9.669 13.98 24.341
O 9.246 12.93 26.691
O 16.324 10.691 26.585
O 12.194 13.848 25.368
O 1.549 12.971 29.609
O 0.69 16.01 32.079
O 1.584 5.957 23.352
O 6.7 5.39 22.861
O 14.292 3.433 26.282
O 13.299 10.252 30.72
O 3.748 10.054 29.381
O 4.959 7.68 29.332
O 5.919 14.046 27.928
O 2.352 7.873 29.776
O 10.446 15.324 26.532
O 10.425 13.96 28.901
O 0.099 14.413 24.642
O 15.92 12.999 27.98
O 14.294 2.226 28.758
O 3.403 3.958 31.638
O 10.399 7.212 24.955
O 15.732 5.985 28.672
O 9.684 8.745 28.72
O 12.917 14.142 28.086
O 14.561 10.784 28.496
O 1.659 12.479 25.902
O 13.346 2.388 23.873
O 15.947 1.587 30.915
O 15.835 14.385 30.312
O 3.197 11.828 31.373
O 1.106 13.431 32.163
O 2.021 1.095 27.443
O 13.366 4.629 28.383
O 12.513 7.85 31.479
O 13.409 2.823 31.168
O 13.388 7.029 29.078
O 0.963 5.933 30.835
O 7.179 12.731 29.989
O 5.136 6.156 33.586
O 6.18 12.104 34.844
O 4.601 12.544 29.367
O 6.232 2.574 27.799
O 1.99 0.737 30.037
O 8.848 6.553 26.986
O 4.327 0.732 28.561
O 10.677 9.745 30.884
O 5.687 10.8 31.055
O 2.958 6.965 32.238
O 4.313 2.945 33.926
O 7.944 6.35 33.103
O 8.243 13.342 34.316
O 2.087 1.781 32.394
O 7.056 4.692 26.512
O 12.14 13.804 30.865
O 6.236 0.011 26.878
O 10.176 2.731 25.331
O 10.855 4.898 26.481
O 14.391 15.013 26.141
O 8.184 10.389 30.034
O 12.3 9.442 28.378
O 12.121 11.903 29.025
O 10.69 15.267 32.596
O 14.764 6.34 31.188
O 8.586 8.154 31.277
O 11.524 13.278 36.196
O 12.38 1.908 34.986
O 3.083 2.969 29.141
O 1.689 1.418 36.805
O 15.678 3.99 30.334
O 11.863 2.681 27.451
O 1.802 3.859 33.764
O 5.339 2.627 30.563
O 6.074 14.431 33.17
O 0.199 14.638 34.906
O 5.691 14.758 30.574
O 6.19 6.282 31.215
O 4.597 5.037 29.513
O 7.319 7.349 24.238
O 8.333 5.111 39.836
O 7.792 11.556 32.401
O 6.494 4.139 32.898
O 14.485 5.341 36.968
O 12.036 10.01 33.036
O 8.724 0.239 33.905
O 6.302 0.555 31.963
O 7.589 8.751 33.897
O 5.123 11.394 37.235
O 12.243 13.55 33.629
O 9.028 3.182 27.6
O 12.331 5.304 30.977
O 9.737 10.9 34.162
O 6.839 0.735 29.434
O 11.349 7.225 27.397
O 12.046 3.876 33.222
O 16.279 10.195 33.726
O 11.73 15.745 35.229
O 15.73 15.554 37.917
O 1.975 4.07 36.406
O 3.939 13.661 37.588
O 4.03 8.27 34.337
O 15.917 3.081 36.527
O 10.81 6.769 36.319
O 10.564 4.891 38.237
O 3.732 11.731 39.441
O 0.737 10.964 31.289
O 8.166 15.134 31.755
O 7.928 2.645 30.988
O 6.552 5.364 37.906
O 6.226 4.436 35.501
O 2.365 9.874 33.117
O 7.264 14.828 38.959
O 0.677 8.361 31.83
O 10.102 12.734 32.334
O 9.18 2.762 33.349
O 13.115 16.315 41.658
O 13.928 14.436 35.369
O 10.048 8.241 33.454
O 11.365 4.249 35.772
O 15.123 12.344 34.646
O 11.586 9.155 35.343
O 0.015 5.256 35.089
O 6.809 2.065 34.492
O 2.651 6.104 34.773
O 15.073 14.393 32.852
O 1.03 3.124 38.729
O 6.209 9.572 35.895
O 4.038 10.814 34.89
O 5.519 13.467 40.279
O 2.953 14.415 35.286
O 9.736 0.905 31.506
O 9.418 16.004 39.837
O 7.088 7.043 35.921
O 8.765 5.039 36.281
O 9.895 11.439 37.313
O 8.736 9.648 38.965
O 8.75 9.156 36.34
O 8.751 16.239 37.288
O 11.165 1.029 37.17
O 14.472 12.496 39.371
O 16.362 10.672 36.402
O 13.206 7.724 36.944
O 9.755 7.192 39.147
O 1.147 13.807 37.149
O 2.424 11.383 37.296
O 3.297 1.834 38.832
O 3.917 16.236 37.011
O 5.698 14.52 35.696
O 16.006 8.131 40.076
O 1.263 9.249 38.288
O 1.844 15.893 38.667
O 9.69 13.923 38.106
O 9.017 2.036 35.935
O 2.061 9.263 35.746
O 5.781 5.564 40.568
O 9.394 1.992 38.731
O 13.266 14.778 38.567
O 13.661 0.384 36.795
O 7.159 7.493 39.404
O 11.87 12.569 38.737
O 13.994 3.974 34.891
O 14.04 6.542 39.227
O 15.811 7.546 37.511
Si 0.01 16.399 5.503
Si 2.741 2.752 5.509
Si 0.009 5.49 5.442
Si 2.715 8.169 5.444
Si 0.025 10.922 5.544
Si 2.749 13.635 5.481
Si 5.518 0.004 5.465
Si 8.179 2.726 5.474
Si 5.469 5.432 5.485
Si 8.186 8.172 5.507
Si 5.445 10.896 5.494
Si 8.229 13.694 5.529
Si 10.936 0.04 5.545
Si 13.677 2.789 5.464
Si 10.93 5.47 5.504
Si 13.642 8.23 5.518
Si 10.975 10.947 5.491
Si 13.682 13.676 5.549
Si 1.373 1.374 6.862
Si 4.104 4.099 6.876
Si 1.355 6.834 6.846
Si 4.066 9.534 6.845
Si 1.384 12.3 6.883
Si 4.121 15.036 6.827
Si 6.832 1.375 6.872
Si 9.554 4.09 6.847
Si 6.814 6.811 6.861
Si 9.57 9.571 6.839
Si 6.83 12.29 6.845
Si 9.575 15.062 6.903
Si 12.317 1.421 6.865
Si 15.048 4.136 6.84
Si 12.28 6.851 6.87
Si 15.031 9.569 6.883
Si 12.311 12.305 6.897
Si 15.046 15.053 6.892
Si 16.4 2.752 8.216
Si 2.747 16.4 8.214
Si 16.392 8.189 8.23
Si 2.721 5.472 8.223
Si 0.008 13.67 8.24
Si 2.728 10.912 8.231
Si 5.458 2.731 8.243
Si 8.193 0.018 8.252
Si 5.439 8.181 8.217
Si 8.187 5.453 8.223
Si 5.466 13.663 8.214
Si 8.194 10.925 8.217
Si 10.926 2.753 8.231
Si 13.668 0.031 8.231
Si 10.914 8.211 8.235
Si 13.665 5.485 8.218
Si 10.935 13.675 8.252
Si 13.67 10.933 8.256
Si 1.351 4.116 9.599
Si 4.086 1.371 9.606
Si 1.349 9.558 9.595
Si 4.075 6.833 9.601
Si 1.374 15.043 9.591
Si 4.094 12.292 9.58
Si 6.82 4.103 9.605
Si 9.563 1.388 9.605
Si 6.81 9.553 9.574
Si 9.542 6.834 9.588
Si 6.819 15.037 9.597
Si 9.553 12.295 9.595
Si 12.289 4.127 9.586
Si 15.032 1.395 9.594
Si 12.289 9.564 9.61
Si 15.021 6.838 9.603
Si 12.304 15.058 9.6
Si 15.037 12.306 9.608

Results
total energy: -154803.285 eV
total energy less fixed offsets of O -438.35, Si -107.03 eV per atom: 12.255 eV

Forces (eV/angstrom) on atoms 304 to 588 of the 654, counted in the order above; the others are left out for length: element, x, y, z
Si 0.079 -0.055 0.242
Si 0.006 0.019 0.02
Si 0.025 0.022 0.274
Si -0.013 0.127 0.265
Si -0.043 0.01 0.142
Si -0.032 -0.035 0.212
Si -0.166 -0.026 -0.255
Si 0.021 0.128 0.063
Si 0.047 -0.238 -0.08
Si 0.154 0.111 0.13
Si -0.129 0.121 -0.18
Si 0.091 0.084 -0.087
Si -0.043 -0.034 0.074
Si 0.234 -0.178 -0.166
Si -0.103 -0.053 -0.178
Si 0.016 0.211 -0.13
Si -0.158 0.116 -0.015
Si 0.105 -0.009 -0.146
Si -0.123 0.21 -0.142
Si 0.126 -0.056 -0.301
Si 0.137 0.139 0.009
Si -0.005 -0.154 -0.372
Si -0.078 0.012 -0.338
O -0.022 -0.146 0.114
O -0.243 0.062 -0.042
O -0.089 0.065 0.341
O 0.406 0.32 0.157
O 0.264 -0.427 0.05
O -0.063 -0.118 -0.113
O -0.12 0.178 -0.101
O 0.212 0.18 0.275
O -0.148 -0.238 0.255
O 0.169 0.024 0.184
O -0.057 -0.26 -0.267
O 0.178 0.038 -0.239
O 0.055 0.33 0.254
O -0.116 0.086 -0.014
O 0.303 -0.145 0.326
O -0.085 0.115 0.152
O -0.251 0.094 -0.121
O 0.066 0.121 0.342
O 0.238 0.114 0.299
O 0.122 -0.054 0.592
O -0.085 0.231 0.181
O 0.02 0.473 0.729
O -0.07 -0.07 0.267
O 0.03 -0.013 -0.133
O 0.252 0.156 0.174
O -0.039 -0.15 0.079
O -0.014 0.021 0.402
O 0.057 0.023 0.249
O 0.215 0.132 -0.245
O 0.527 -0.281 0.631
O 0.133 0.019 0.305
O 0.012 -0.196 0.166
O 0.062 -0.304 -0.119
O 0.095 -0.016 -0.207
O 0.083 -0.146 0.012
O -0.021 0.114 -0.345
O -0.045 -0.017 -0.234
O -0.156 -0.153 -0.286
O 0.387 -0.037 -0.461
O 0.091 -0.409 -0.353
O -0.038 0.037 0.096
O -0.018 0.04 0.043
O 0.07 0.075 -0.415
O -0.065 -0.105 -0.175
O 0.142 0.173 0.021
O 0.266 -0.099 -0.177
O -0.133 0.006 -0.155
O -0.114 0.104 0.257
O -0.114 -0.397 -0.641
O 0.117 -0.07 0.043
O 0.336 0.317 -0.396
O 0.065 0.263 0.211
O 0.155 0.054 0.126
O -0.194 -0.22 -0.327
O -0.108 0.195 -0.532
O -0.008 -0.132 -0.377
O 0.142 0.094 -0.43
O 0.078 0.182 -0.041
O -0.234 -0.062 -0.28
O -0.254 0.088 -0.15
O 0.144 0.181 0.127
O -0.12 -0.025 -0.004
O -0.106 -0.201 -0.149
O 0.091 -0.231 -0.309
O -0.239 -0.165 -0.088
O 0.11 0.416 -0.315
O -0.179 0.02 -0.098
O 0.184 0.017 -0.246
O -0.235 0.046 0.3
O 0.111 -0.043 -0.105
O -0.004 0.098 -0.259
O -0.148 0.123 -0.283
O 0.138 -0.291 -0.017
O -0.059 -0.178 0.407
O -0.092 0.148 -0.012
O -0.083 -0.017 -0.2
O -0.221 0.16 0.249
O 0.067 -0.227 0.228
O -0.322 -0.092 -0.214
O 0.142 0.224 -0.032
O 0.049 -0.103 0.185
O 0.019 0.124 0.288
O 0.157 0.04 0.198
O 0.073 0.3 -0.018
O 0.269 -0.199 0.093
O 0.139 0.222 0.226
O 0.137 -0.292 0.113
O -0.051 -0.066 0.042
O 0.039 0.235 -0.141
O -0.213 -0.124 -0.052
O 0.112 -0.082 0.19
O 0.185 0.031 -0.122
O 0.187 0.098 -0.028
O 0.152 -0.201 0.181
O -0.121 0.2 0.005
O -0.106 -0.142 0.053
O -0.273 -0.202 -0.094
O 0.155 -0.12 0.041
O 0.013 0.019 -0.036
O 0.02 -0.069 -0.097
O -0.054 0.196 0.119
O -0.098 0.022 -0.377
O -0.182 -0.172 0.266
O 0.267 -0.04 0.172
O 0.059 0.306 0.279
O 0.052 0.14 -0.241
O -0.261 -0.186 0.138
O -0.184 -0.212 -0.029
O -0.104 0.009 0.131
O -0.016 -0.161 0.112
O -0.079 0.07 -0.245
O -0.196 0.013 0.119
O -0.147 -0.121 0.294
O 0.075 0.018 -0.165
O 0.123 -0.102 0.099
O -0.116 -0.033 0.386
O -0.203 -0.071 0.079
O -0.161 0.106 0.122
O -0.108 -0.315 0.378
O -0.112 0.061 0.161
O -0.121 -0.03 0.369
O 0.075 -0.009 -0.07
O -0.206 -0.083 0.082
O -0.041 -0.054 0.03
O 0.106 -0.187 -0.191
O 0.25 0.283 0.17
O -0.147 0.164 0.314
O -0.068 -0.132 0.074
O 0.006 -0.109 0.101
O 0.183 -0.095 -0.016
O -0.053 -0.235 -0.07
O 0.075 -0.014 0.331
O -0.15 -0.119 -0.234
O -0.052 0.025 -0.17
O 0.015 0.106 0.188
O -0.014 -0.205 0.237
O -0.148 0.027 -0.034
O 0.031 0.229 0.242
O 0.033 -0.058 0.183
O -0.018 0.041 0.311
O -0.006 -0.15 0.216
O 0.154 -0.006 -0.163
O 0.006 -0.048 -0.084
O -0.007 -0.313 0.184
O 0.121 -0.084 -0.08
O -0.082 0.067 0.13
O 0.053 -0.008 -0.161
O 0.007 0.082 0.193
O -0.06 -0.004 0.128
O -0.261 -0.04 -0.323
O 0 -0.065 -0.086
O -0.057 0.212 0.028
O 0.09 0.133 -0.254
O 0.137 -0.121 0.087
O -0.038 -0.278 0.262
O -0.12 0.316 -0.14
O 0.151 -0.149 -0.047
O -0.112 -0.12 -0.059
O 0.173 -0.074 -0.111
O 0.088 -0.147 -0.351
O -0.195 0.342 -0.097
O 0.026 0.098 -0.006
O 0.188 0.103 0.16
O 0.131 -0.234 0.035
O -0.191 -0.233 -0.495
O -0.066 0.163 -0.037
O -0.166 0.174 -0.061
O -0.151 -0.116 -0.243
O 0.028 0.197 -0.053
O -0.007 0.105 0.113
O -0.002 -0.031 -0.307
O 0.291 -0.08 0.157
O 0.127 -0.053 0.209
O -0.314 -0.342 0.107
O 0.046 -0.05 -0.178
O -0.016 -0.112 0.026
O 0.241 -0.181 -0.264
O -0.184 0.125 0.093
O 0.177 0.051 0.054
O 0.079 -0.026 -0.117
O 0.04 -0.125 -0.003
O -0.083 -0.007 -0.13
O 0.052 -0.123 0.236
O -0.276 0.016 0.169
O -0.031 0.139 0.195
O 0.073 0.043 0.053
O 0.142 0.104 0.015
O -0.114 -0.077 -0.266
O 0.04 -0.256 -0.117
O -0.327 -0.118 0.045
O -0.146 -0.04 -0.327
O -0.046 0.301 -0.204
O -0.146 0.021 0.132
O -0.076 0.068 0.153
O -0.161 -0.03 -0.045
O -0.081 -0.13 -0.257
O 0.201 -0.253 0.178
O 0.012 -0.194 0.02
O 0.029 -0.138 -0.134
O 0.128 -0.165 0.076
O 0.173 0.156 0.052
O 0.153 0.167 -0.024
O 0.056 0.013 0.044
O 0.218 0.185 -0.208
O -0.255 0.073 0.249
O -0.07 0.014 -0.121
O -0.236 -0.12 -0.387
O 0.003 0.059 -0.041
O -0.175 -0.231 -0.143
O 0.036 0.002 -0.162
O 0.113 -0.148 -0.008
O -0.039 0.178 -0.002
O -0.076 -0.046 -0.307
O 0.175 -0.009 -0.294
O -0.028 0.106 -0.309
O -0.025 -0.115 -0.061
O 0.041 0.015 0.118
O -0.083 -0.025 -0.198
O -0.037 0.139 -0.066
O 0.012 -0.072 -0.166
O -0.317 0.193 -0.218
O 0.119 0.134 -0.139
O -0.053 0.042 -0.206
O 0.093 0.063 0.093
O -0.167 -0.143 0.363
O -0.023 -0.001 0.129
O 0.047 -0.05 0.205
O 0.049 0.04 -0.344
O -0.262 -0.089 -0.023
O -0.025 -0.167 -0.255
O -0.135 -0.027 -0.136
O 0.176 0.038 0.342
O 0.156 -0.178 0.063
O 0.05 0.115 -0.225
O 0.062 -0.058 -0.108
O -0.023 -0.182 -0.233
O -0.087 -0.107 0.115
O -0.129 -0.008 -0.303
O 0.068 0.058 0.119
O 0.316 -0.076 0.008
O 0.316 0.029 -0.262
O -0.158 0.013 0.28
O 0.183 -0.026 -0.01
O 0.066 -0.122 0.374
O -0.209 0.143 -0.134
O 0.08 0.293 0
O -0.06 -0.239 -0.105
O -0.004 -0.21 0.348
O 0.038 -0.102 0.123
O -0.25 0.033 0.099
O 0.146 0.049 -0.012
O 0.078 0.227 -0.015
O 0.195 -0.194 0.161
O 0.139 0 -0.263
O -0.201 0.069 0.128
O 0.028 -0.155 0.051
Si 0.004 -0.015 -0.038
Si 0.071 -0.025 -0.002
Si -0.001 0.045 -0.039
Si -0.037 -0.038 -0.071
Si 0 0.007 -0.041
Si -0.049 0.002 -0.038
